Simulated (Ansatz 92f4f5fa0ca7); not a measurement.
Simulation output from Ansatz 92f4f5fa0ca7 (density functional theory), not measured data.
Periodic cell of 215 atoms, Si132O82P1, from a study of silicon, its oxide and their interface. The atomic structure is a simulated model.
Doubt: the cutoff is far below the 930 eV that the study's wrapper takes by default for these files, so forces and energies are approximate.
This geometry differs little from another in the collection (a relaxation step or a small displacement).

Settings: functional PBE; potential files Ansatz PAW; basis plane waves; wave-function cutoff 580 eV; density cutoff ratio 5; exchange-correlation grid ratio 1; k mesh 1 x 1 x 1, Gamma-centred; self-consistency stop 5e-08 eV per atom in the density residual; occupations fixed; spin none; net charge +1 e, with a uniform compensating background and no finite-size correction.

Cell vectors (angstrom)
a	10.938	0	0
b	0	10.938	0
c	0	0	31.5432

Atoms: element, x, y, z (angstrom)
Si	10.4367	0.5734	24.3439
Si	6.0453	10.5004	24.1497
Si	2.1304	3.2449	24.0843
Si	8.7022	2.255	24.308
Si	0.5037	5.0532	24.1655
Si	5.0555	5.8917	24.1966
Si	3.3968	7.6485	24.1603
Si	7.8323	8.8252	23.9953
Si	1.3432	1.4807	25.4621
Si	6.9217	1.2965	25.5028
Si	4.026	4.1009	25.3285
Si	9.6722	4.0918	25.4233
Si	1.5014	6.8123	25.3724
Si	6.8972	6.9478	25.25
Si	4.2322	9.5294	25.3463
Si	9.527	9.6407	25.4413
Si	2.7814	0.0042	26.6398
Si	8.226	-0.0275	26.951
Si	0.0163	2.7662	26.9253
Si	5.4512	2.7329	26.6609
Si	2.7609	5.4377	26.8429
Si	8.2316	5.5189	26.6291
Si	0.0445	8.2109	26.6467
Si	5.5519	8.1994	26.8037
Si	4.1117	1.3669	28.0728
Si	9.5955	1.3678	28.2248
Si	1.3951	4.1164	28.2235
Si	6.8399	4.1273	28.0267
Si	4.153	6.8229	28.1407
Si	9.6046	6.8487	28.0561
Si	1.3938	9.5885	28.0476
Si	6.8526	9.5423	28.2312
Si	0.0524	-0.0204	29.5219
Si	5.4495	0.0152	29.4982
Si	2.7691	2.7077	29.523
Si	8.1769	2.7634	29.4767
Si	-0.0047	5.4997	29.5029
Si	5.5079	5.4491	29.4981
Si	2.7469	8.2146	29.4484
Si	8.2564	8.1643	29.5257
Si	1.3972	1.3539	30.9014
Si	6.8188	1.3836	30.8527
Si	4.1315	4.0885	30.8784
Si	9.5579	4.1136	30.8389
Si	1.3768	6.8632	30.8451
Si	6.8702	6.804	30.8859
Si	4.0837	9.5814	30.8435
Si	9.6084	9.5504	30.8877
Si	2.7477	-0.026	0.7241
Si	8.1913	-0.0045	0.6658
Si	-0.0209	2.7461	0.6716
Si	5.473	2.7193	0.7222
Si	2.7284	5.4733	0.6705
Si	8.2235	5.4314	0.7182
Si	0.0294	8.1876	0.7236
Si	5.467	8.2133	0.6516
Si	4.1151	1.3417	2.0815
Si	9.5335	1.3737	2.0313
Si	1.331	4.1316	2.0466
Si	6.8767	4.0515	2.0862
Si	4.0827	6.8789	2.0268
Si	9.6059	6.7815	2.073
Si	1.3824	9.5481	2.0933
Si	6.8094	9.57	2.056
Si	-0.0509	-0.0167	3.3615
Si	5.4725	-0.0145	3.4938
Si	2.6973	2.7298	3.3576
Si	8.1948	2.6764	3.5071
Si	-0.0026	5.4615	3.5239
Si	5.4547	5.4681	3.3184
Si	2.7424	8.1883	3.4939
Si	8.2259	8.1787	3.3679
Si	1.2871	1.3676	4.682
Si	6.8422	1.2975	4.9289
Si	4.0684	4.1295	4.6748
Si	9.5278	4.0702	4.8865
Si	1.3614	6.8667	4.9102
P	6.8366	6.7954	4.6512
Si	4.1201	9.5471	4.8823
Si	9.5562	9.5473	4.7748
Si	2.6275	0.0322	6.113
Si	8.226	-0.1218	6.2861
Si	-0.0308	2.6576	6.2136
Si	5.3762	2.7496	6.0879
Si	2.7348	5.4289	6.1694
Si	8.0843	5.4636	6.1651
Si	0.0181	8.3025	6.2515
Si	5.5899	8.1163	6.1313
Si	3.4633	1.9372	7.1964
Si	10.0237	0.8377	7.4849
Si	1.7565	3.6504	7.3712
Si	6.191	4.5106	7.3918
Si	4.6234	6.292	7.2645
Si	9.1802	7.2172	7.3366
Si	0.9017	10.1691	7.5377
Si	7.4309	8.9036	7.497
O	4.6209	6.6728	8.8681
O	1.3663	3.9555	8.9529
O	9.6977	6.4964	8.7323
O	1.3026	10.1276	9.158
O	6.0917	4.2408	9.0267
O	3.6847	1.6138	8.7813
O	7.0968	8.9564	9.1228
O	9.6532	1.0738	9.0785
O	8.2414	2.5364	22.7542
O	10.9983	5.5473	22.6512
O	5.631	0.0878	22.6456
O	5.2948	5.3945	22.6395
O	2.1514	2.7999	22.4864
O	3.3303	7.8526	22.5144
O	8.3822	8.7391	22.4239
O	-0.1629	11.2293	22.7633
Si	2.1556	2.9793	12.8926
Si	8.6754	1.3033	10.3621
Si	1.0595	4.4971	15.3543
Si	7.549	5.58	12.2119
Si	2.4142	8.181	21.21
Si	5.4054	7.7836	12.4718
Si	9.2685	0.4526	15.4916
Si	2.9125	-0.0438	16.6612
Si	10.4655	1.1657	12.603
Si	7.7642	2.8296	21.2371
Si	9.1199	8.7789	14.4424
Si	1.4839	4.7813	10.3606
Si	4.4833	9.4831	19.1366
Si	11.0744	6.0958	21.1165
Si	6.6118	10.4452	14.8421
Si	5.3887	0.7301	21.1749
Si	2.3399	9.8119	10.397
Si	0.4311	10.6318	21.391
Si	5.8515	5.2517	21.1256
Si	3.6529	7.0979	10.0939
Si	9.0403	5.6846	14.8526
Si	3.656	4.0813	19.0939
Si	10.03	3.6598	19.3228
Si	4.252	8.665	15.361
Si	0.4528	1.9127	17.1613
Si	6.7915	7.5327	19.2539
Si	5.2562	3.6199	16.7458
Si	7.7802	5.0097	17.5344
Si	6.6458	9.9196	10.3721
Si	4.3721	1.0561	10.1198
Si	-0.0518	9.0919	11.882
Si	9.1022	8.6291	20.9446
Si	4.5522	1.6666	14.583
Si	2.4465	2.0821	21.0482
Si	6.338	3.34	10.3755
Si	3.4303	5.9126	16.7339
Si	9.8766	6.5426	10.3532
O	0.1201	2.6243	18.5891
O	2.922	9.6302	15.5828
O	10.8604	4.8034	20.1488
O	7.5697	2.3947	9.9108
O	10.9481	5.3759	10.8007
O	6.5841	6.7284	12.8602
O	10.3177	8.0806	10.7261
O	7.6544	9.4515	13.9864
O	8.4223	6.2209	10.9951
O	5.3558	10.4834	20.0748
O	2.1812	3.759	11.4368
O	7.9735	8.5448	19.7668
O	6.2015	6.731	20.5536
O	5.5093	2.7115	15.4139
O	1.3033	0.9262	20.7081
O	6.042	9.0456	11.6133
O	4.6168	4.9842	16.1133
O	6.5925	3.9005	17.6419
O	10.5225	10.6744	11.8067
O	5.5774	0.498	13.9876
O	8.012	5.0952	15.9388
O	9.7433	9.8149	15.5486
O	-0.4015	5.1497	15.1396
O	1.571	6.8333	20.8069
O	1.5009	0.6333	17.1837
O	6.596	1.7684	20.8135
O	1.012	1.803	12.8087
O	3.2427	5.4943	18.3279
O	9.5115	2.0123	11.5793
O	1.0127	3.0931	16.1828
O	8.5791	5.1349	13.3877
O	10.2419	8.5553	13.2687
O	1.4465	9.3979	21.69
O	10.0776	9.9339	20.6195
O	3.1776	0.2122	10.8908
O	5.0729	2.3722	10.8218
O	1.7278	4.1556	13.9174
O	7.9157	10.8511	10.8273
O	9.1323	4.4653	18.2337
O	5.6336	9.4928	15.7643
O	5.5211	-0.0258	9.7433
O	3.5918	2.3137	13.3953
O	1.9762	5.6416	16.0544
O	9.7148	1.0618	14.0371
O	4.3862	6.9415	11.5218
O	4.7519	4.4842	20.2209
O	9.9539	1.3306	16.6506
O	6.6848	4.3118	11.6382
O	5.5831	8.4041	18.5805
O	9.0741	2.7335	20.2735
O	3.5975	1.1309	15.7806
O	4.2128	3.0733	17.9066
O	9.9163	7.2165	20.9004
O	3.3387	8.6709	9.806
O	3.9332	7.4211	16.3712
O	7.6348	0.4733	15.6924
O	8.92	7.2986	15.0408
O	3.9305	1.436	21.1582
O	1.5801	9.1315	11.6877
O	2.3563	6.1322	10.0973
O	7.3479	6.4567	18.1574
O	7.2174	4.3627	21.1284
O	4.5382	8.2361	13.7898
O	3.3315	8.662	19.9612
O	2.491	3.2365	19.8788
O	3.7443	10.3631	17.9712

Results
free energy: -131310.963 eV
free energy less fixed offsets of O -568.88, P -755.39, Si -635.61 eV per atom: -6.893 eV

Forces (eV/angstrom), in the order of the atoms: element, x, y, z
Si	-0.0189	0.0024	0.0242
Si	0.0092	-0.0256	0.0279
Si	-0.0017	0.0211	0.0308
Si	0.0238	-0.0017	0.0207
Si	0.0051	-0.0214	0.0223
Si	-0.0098	0.0178	0.0296
Si	0.0202	-0.014	0.0301
Si	-0.0268	0.0091	0.0332
Si	-0.0144	-0.0063	-0.0173
Si	0.0036	-0.0018	-0.0112
Si	0.0061	0.0045	-0.0134
Si	-0.0067	-0.0015	-0.0099
Si	0.0013	0.0021	-0.0165
Si	-0.0066	-0.0098	-0.0084
Si	0.0043	-0.0026	-0.0165
Si	0.0097	0.0084	-0.0197
Si	0.0077	-0.0029	0.0571
Si	0.0026	0.0055	-0.1541
Si	-0.0007	0.0136	-0.1488
Si	-0.0042	0.0045	0.0522
Si	0.0023	-0.0013	-0.101
Si	-0.0099	0.0053	0.0505
Si	-0.0156	-0.0139	0.0567
Si	0.0041	-0.0068	-0.0804
Si	0.0074	-0.0144	-0.0229
Si	0.0077	-0.0004	0.2109
Si	0.0204	0.0328	0.2012
Si	0.0057	0.0207	-0.0569
Si	0.0451	0.0057	0.0869
Si	0.0114	-0.0137	-0.0264
Si	0.0148	0.004	-0.0561
Si	-0.0557	-0.0505	0.1898
Si	-0.0105	0.0142	-0.0097
Si	0.0083	0.0034	-0.0331
Si	-0.001	0.006	-0.0298
Si	-0.0067	-0.0022	-0.0037
Si	-0.0083	0.0146	-0.0324
Si	0.003	0.0018	-0.0036
Si	-0.0144	0.0041	0.0104
Si	-0.0041	0.0107	-0.0236
Si	-0.0132	0.0142	0.0035
Si	0.0084	-0.0243	0.0014
Si	-0.0066	0.0093	-0.0006
Si	0.0263	-0.011	0.0004
Si	0.0072	-0.0239	0
Si	-0.0077	0.0083	-0.003
Si	0.0236	-0.0013	-0.0015
Si	-0.0226	0	-0.0016
Si	-0.0037	-0.0006	0.0003
Si	-0.0082	0.0131	0.0063
Si	-0.0085	-0.0011	0.0127
Si	0.0164	0.0059	-0.0159
Si	0.0005	0.0171	0.0006
Si	-0.0076	0.0057	-0.016
Si	-0.0067	-0.002	-0.0131
Si	-0.0005	-0.0021	0.0067
Si	-0.0017	-0.0051	0.0207
Si	0.0227	-0.0261	0.017
Si	0.021	-0.0376	0.0028
Si	-0.0347	0.0092	-0.0173
Si	0.014	-0.0215	-0.0322
Si	0.0032	0.0049	-0.0123
Si	0.0089	0.0101	0.0167
Si	0.0258	-0.0059	-0.0091
Si	-0.1117	-0.034	-0.0945
Si	-0.0001	-0.0114	0.0454
Si	-0.0045	0.0405	-0.1108
Si	0.0143	-0.036	0.052
Si	-0.0064	-0.0137	0.0744
Si	0.0085	0.0313	0.0053
Si	0.0084	0.0106	0.0486
Si	-0.0806	-0.0111	-0.017
Si	0.0225	-0.0052	0.1236
Si	0.0049	0.0035	-0.0474
Si	0.0251	-0.0007	0.0724
Si	0.0175	0.0089	-0.0449
Si	-0.015	-0.001	-0.0337
P	0.0277	0.0248	0.1444
Si	-0.0202	0.0315	-0.0549
Si	0.0473	0.0442	0.0419
Si	0.0053	0.0238	0.0286
Si	0.001	0.0037	-0.0078
Si	-0.0272	0.0037	-0.0213
Si	-0.0309	0.0223	0.0237
Si	-0.0199	-0.0173	-0.0232
Si	-0.0421	0.0961	0.0097
Si	-0.015	0.0148	0.0308
Si	0.0745	-0.0785	-0.0252
Si	0.0134	-0.0305	-0.1021
Si	0.0342	-0.0319	-0.0414
Si	0.0062	-0.017	-0.0331
Si	-0.015	0.0536	-0.1162
Si	0.124	-0.0092	-0.0449
Si	-0.0702	-0.0506	-0.0888
Si	-0.0169	0.0067	-0.1066
Si	0.002	-0.0652	-0.0804
O	-0.0656	0.0225	0.0355
O	-0.0081	0.027	0.0264
O	0.025	0.0019	0.0488
O	0.0382	-0.0091	0.0866
O	0.0053	-0.0416	0.098
O	0.0251	-0.012	0.0717
O	-0.0242	0.0404	0.079
O	-0.0274	0.0136	0.0312
O	-0.0207	0.0108	-0.0196
O	-0.0092	0.0206	-0.0208
O	-0.0169	0.0276	-0.0247
O	0.0194	-0.0187	-0.0365
O	0.0091	-0.0252	-0.0342
O	-0.0202	0.0146	-0.0324
O	0.0274	-0.0076	-0.0346
O	0.0219	-0.0163	-0.0239
Si	-0.0081	0	0.0458
Si	-0.0134	-0.0083	0.011
Si	0.0041	-0.003	0.0239
Si	-0.0098	-0.0061	0.0399
Si	0.0063	-0.0146	-0.0167
Si	0.0071	-0.0019	0.0401
Si	0.0086	0.0053	0.0166
Si	0.0068	0.0008	0.0199
Si	0.0002	0.0003	0.0481
Si	0.0017	-0.0109	-0.0277
Si	0.0053	-0.0103	0.0277
Si	-0.0037	0.0099	0.0096
Si	0.0047	0.0002	-0.0089
Si	0.0046	0.0068	-0.0221
Si	0.0036	-0.0017	0.0321
Si	0.0103	-0.0109	-0.0275
Si	-0.0052	0.0179	0.0147
Si	-0.0118	0.0056	-0.0309
Si	-0.0048	0.0094	-0.0081
Si	0.0152	-0.0189	0.022
Si	-0.0051	-0.0041	0.0244
Si	0.0016	-0.0098	-0.0005
Si	-0.0062	0.0064	-0.0126
Si	-0.0014	0.0004	0.0187
Si	-0.0044	0.0011	0.0068
Si	0.0032	0.0049	-0.0158
Si	0.0009	0.0005	0.0089
Si	0.0059	0.0106	0.004
Si	-0.0015	-0.0063	0.0103
Si	-0.0015	0.0188	0.0133
Si	-0.0018	-0.0133	0.0471
Si	-0.0001	0.006	-0.0218
Si	-0.0065	0.002	0.0289
Si	-0.0096	-0.0006	-0.0165
Si	-0.0022	0.0256	0.0046
Si	0.0001	-0.0025	0.01
Si	0.0018	0.0011	0.0009
O	0.0091	-0.0095	0.0031
O	0	-0.0034	-0.015
O	-0.006	-0.0171	0.007
O	0.0103	-0.008	-0.0069
O	0.0045	-0.0075	-0.0218
O	-0.0004	0.0035	-0.0252
O	0.0029	0.0153	-0.0176
O	-0.0034	0.0002	-0.0211
O	-0.0057	-0.0044	-0.0203
O	-0.007	-0.0132	0.0081
O	0.0058	-0.0157	-0.013
O	-0.0127	-0.0047	0.0064
O	0.0044	0.007	0.0122
O	-0.0019	-0.0019	-0.0132
O	0.003	0.0032	0.021
O	-0.0157	-0.011	-0.0145
O	-0.0016	0.0021	-0.0059
O	-0.0046	-0.005	0.0028
O	-0.0057	0.0092	-0.026
O	0.0007	0.0018	-0.0211
O	0.002	-0.0018	-0.0133
O	-0.0021	-0.0007	-0.0082
O	0.0019	-0.0002	-0.0123
O	-0.0008	-0.001	0.0206
O	0.002	0	-0.0005
O	0.0005	0.0043	0.0246
O	-0.0015	-0.0014	-0.0254
O	0.001	0.0076	-0.0006
O	0.0147	0.0059	-0.0141
O	0.0007	0.0049	-0.0084
O	0.0048	0.0007	-0.0121
O	-0.0078	0.0067	-0.0088
O	0.0003	0.0009	0.0209
O	-0.0021	-0.002	0.021
O	-0.0093	-0.0034	-0.0195
O	-0.0071	-0.0104	-0.0213
O	-0.0023	0.0013	-0.0146
O	0.006	0.0104	-0.0274
O	-0.0084	0.0045	0.0015
O	0.0043	0.0011	-0.0063
O	0.0081	-0.0031	-0.0242
O	0.0023	-0.0017	-0.0191
O	-0.0034	-0.0023	-0.0112
O	-0.0025	-0.0031	-0.0081
O	0.0047	0.0031	-0.0136
O	-0.0157	-0.0071	0.0048
O	-0.0054	-0.0065	-0.0032
O	0.0068	0.0107	-0.0125
O	-0.0023	0.001	0.0086
O	0.0136	0.0059	0.0079
O	0.0016	-0.0013	-0.0113
O	0.0078	0.0029	-0.0043
O	0.0015	-0.0014	0.0224
O	0.001	-0.0069	-0.0137
O	-0.0008	-0.0004	-0.0083
O	-0.0021	-0.002	-0.0093
O	-0.0008	0.008	-0.0109
O	0.0009	0.0039	0.0248
O	-0.0092	-0.0046	-0.0145
O	0.0139	-0.0018	-0.0282
O	0.0028	-0.0146	0.0003
O	-0.0008	-0.0008	0.0231
O	-0.0061	0.0042	-0.0097
O	0.0139	0.0091	0.0027
O	0.0069	0.0171	0.0026
O	-0.0124	0.0061	-0.0126

The program warned: the cutoff lies below the one the program advises for these potential files; the exchange-correlation potential is rough where the density is thin.
